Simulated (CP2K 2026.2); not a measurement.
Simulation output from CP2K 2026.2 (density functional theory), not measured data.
Periodic cell of 504 atoms, Si360O144, from a study of silicon, its oxide and their interface. The atomic structure is a simulated model.
Doubt: the forces sum to 1.94 eV/angstrom along one axis rather than to zero, so they err by at least 0.0038 eV/angstrom per atom on average; the grid cutoff is modest.

Settings: functional PBE; method Gaussian and plane waves; basis set DZVP-MOLOPT-SR-GTH; pseudopotentials GTH-PBE; grid cutoff 300 Ry, relative cutoff 40 Ry; k points Gamma only; occupations fixed; spin none; net charge 0.

Cell vectors (angstrom)
a	16.32	0	0
b	0	16.32	0
c	-0.5086	-3.087	33.9396

Atoms and the computed forces on them: element, x, y, z (angstrom), force x, y, z (eV/angstrom)
Si	1.152	-1.155	0.236	0.162	-0.195	0.783
Si	4.247	1.299	0.024	0.068	-0.132	0.688
Si	0.991	4.411	-0.143	0.212	-0.248	0.836
Si	4.009	7.007	0.009	0.068	-0.252	0.688
Si	1.892	-6.983	-0.135	-0.378	0.146	0.801
Si	4.414	-4.234	0.158	-0.042	0.067	0.77
Si	7.375	-1.857	0.095	-0.192	0.218	0.796
Si	9.283	1.503	0.079	0.269	-0.168	0.626
Si	7.06	3.749	0.217	-0.079	0.125	0.787
Si	9.613	6.551	-0.109	-0.044	0.246	0.663
Si	6.572	9.876	0.207	-0.013	-0.099	0.75
Si	-6.852	-4.03	0.611	-0.09	0.024	0.582
Si	-4.064	-1.725	0.283	-0.116	0.384	0.564
Si	-1.241	0.916	-0.021	-0.208	0.424	0.578
Si	-4.445	4.31	-0.241	0.223	-0.154	0.713
Si	-1.253	6.645	-0.111	-0.136	0.228	0.79
Si	-4.573	-6.109	0.14	0.131	-0.335	0.767
Si	-1.636	-3.835	0.195	0.269	-0.327	0.619
Si	2.828	-0.017	1.375	-0.001	0.028	-0.025
Si	5.485	2.622	1.491	0.004	-0.001	-0.028
Si	2.706	5.419	1.197	0.005	0.019	0.01
Si	5.459	8.198	1.41	-0.012	-0.006	-0.055
Si	2.822	-5.448	1.393	-0.013	-0.006	-0.069
Si	5.617	-2.732	1.442	0.02	0.011	-0.06
Si	8.228	-0.097	1.427	-0.017	0.019	-0.034
Si	-5.419	2.729	1.251	0.005	0.008	-0.077
Si	8.189	5.423	1.378	0.004	0.012	-0.004
Si	-5.543	8.252	1.17	-0.001	-0.019	-0.065
Si	8.05	10.871	1.699	-0.056	-0.02	-0.026
Si	-5.461	-2.696	1.825	-0.032	0.003	-0.004
Si	-2.812	-0.064	1.406	-0.004	-0.004	-0.043
Si	-0.115	2.727	1.12	0.013	-0.018	-0.012
Si	-2.826	5.442	1.164	-0.003	0.004	-0.044
Si	0.041	8.261	1.074	0.043	-0.004	-0.095
Si	-2.787	-5.392	1.474	0.01	-0.039	-0.052
Si	-0.009	-2.742	1.47	-0.004	-0.007	-0.009
Si	1.357	1.432	2.58	-0.06	-0.019	0.011
Si	4.044	4.079	2.651	0.003	0.012	0
Si	1.349	6.848	2.552	0.029	0.023	0.033
Si	4.112	9.522	2.814	0.012	0.033	0.022
Si	1.391	-4.125	2.727	0.034	-0.001	-0.008
Si	4.156	-1.384	2.735	0.029	-0.03	0.015
Si	6.824	1.238	2.8	0.021	-0.018	0.046
Si	9.564	4.059	2.707	-0.007	-0.034	0.045
Si	6.821	6.796	2.713	0.002	0	-0.023
Si	9.492	9.422	2.791	0.022	0.002	0.017
Si	6.785	12.293	2.99	-0.027	0.011	0.054
Si	-6.796	-1.251	2.984	-0.027	0.029	0.068
Si	-4.085	1.411	2.694	-0.021	-0.007	0.005
Si	-1.443	4.076	2.56	0.003	0.01	0.007
Si	-4.126	6.87	2.553	-0.015	-0.001	-0.027
Si	-1.325	-6.827	2.61	0.012	-0.028	0.002
Si	-4.034	-4.099	2.979	0.02	-0.005	0.068
Si	-1.4	-1.377	2.797	-0.025	0.004	0.052
Si	0.021	0.052	4.016	0.021	-0.006	-0.027
Si	2.682	2.745	4.026	-0.004	-0.014	-0.009
Si	-0.03	5.455	3.916	0.01	-0.011	-0.044
Si	2.687	8.133	4.049	-0.019	0.012	-0.028
Si	-0.002	-5.475	4.05	-0.033	0.007	-0.01
Si	2.751	-2.741	4.072	0.029	-0.007	-0.017
Si	5.438	-0.04	4.168	0.032	-0.007	-0.003
Si	8.189	2.694	4.077	0.013	-0.008	-0.031
Si	5.419	5.432	4.025	-0.019	-0.017	0.01
Si	8.149	8.098	4.151	-0.011	0.033	0.011
Si	5.411	10.879	4.227	0.027	-0.021	0
Si	8.173	-2.67	4.277	-0.016	-0.001	-0.035
Si	-5.39	0.117	4.194	0.023	0.001	-0.014
Si	-2.712	2.752	4.037	0.012	0.029	0.015
Si	-5.413	5.477	4.018	0.006	0.005	-0.051
Si	-2.709	8.138	3.975	-0.027	-0.008	-0.003
Si	-5.46	-5.515	4.166	-0.003	-0.001	-0.03
Si	-2.68	-2.703	4.239	-0.006	0.037	0.037
Si	1.363	-1.377	16.333	0.004	-0.002	-0.001
Si	4.077	1.352	16.322	-0.001	-0.009	0.002
Si	1.365	4.118	16.333	-0.002	0.018	0.011
Si	4.057	6.826	16.337	0	0.005	-0.005
Si	1.377	-6.796	16.354	0.007	0.002	0.008
Si	4.078	-4.062	16.312	-0.009	0.008	-0.001
Si	6.777	-1.373	16.314	-0.002	0.015	0.005
Si	-6.789	1.352	16.289	-0.003	-0.01	-0.001
Si	6.779	4.088	16.293	-0.006	-0.001	0.011
Si	-6.806	6.828	16.274	0.004	-0.015	-0.009
Si	6.802	9.517	16.334	0.014	-0.007	0.017
Si	-6.829	-4.124	16.305	0.002	-0.005	-0.002
Si	-4.061	-1.358	16.298	-0.002	-0.005	0.005
Si	-1.356	1.354	16.287	-0.006	-0.001	-0.008
Si	-4.064	4.084	16.298	0.009	-0.008	0.003
Si	-1.346	6.787	16.32	-0.004	0	0.005
Si	-4.077	9.555	16.292	-0.006	0.013	0.005
Si	-1.35	-4.083	16.338	-0.014	0.009	0.002
Si	2.754	-0.046	17.682	-0.013	-0.008	0.018
Si	5.411	2.748	17.669	0.021	-0.006	0.018
Si	2.721	5.473	17.731	-0.019	-0.007	-0.004
Si	5.421	8.18	17.689	-0.022	-0.007	0.037
Si	2.711	-5.371	17.694	-0.004	-0.015	0.021
Si	5.441	-2.743	17.706	-0.012	0.026	0.007
Si	8.136	0.013	17.628	-0.001	-0.015	0.019
Si	-5.396	2.688	17.637	-0.018	-0.007	0.005
Si	8.162	5.454	17.606	0.01	0.04	0.025
Si	-5.494	8.245	17.617	0.011	0.013	-0.021
Si	8.134	10.87	17.737	-0.011	0.003	0.006
Si	-5.415	-2.78	17.586	0.029	-0.006	0.018
Si	-2.692	-0.002	17.668	-0.004	-0.004	0.008
Si	-0.038	2.756	17.627	-0.026	0.012	0.015
Si	-2.727	5.448	17.68	0.017	-0.05	0.042
Si	0.039	-8.212	17.689	0.004	0.011	0.003
Si	-2.69	-5.468	17.691	-0.023	0.025	0.022
Si	-0.01	-2.717	17.714	0.032	-0.017	-0.007
Si	1.342	1.373	18.898	0.006	-0.009	-0.028
Si	4.085	4.11	19.079	0.039	0.004	0.007
Si	1.365	6.795	19.144	-0.011	0.003	0.033
Si	4.105	-6.688	19.034	0.039	-0.018	-0.025
Si	1.345	-4.047	19.111	0.003	0.019	-0.02
Si	4.105	-1.41	19.103	-0.016	0.008	-0.004
Si	6.781	1.392	18.999	0.02	-0.004	-0.03
Si	-6.777	4.079	18.909	-0.019	-0.019	-0.038
Si	6.789	6.767	18.995	-0.025	0.006	-0.029
Si	-6.834	9.507	19.106	0.012	-0.018	0.024
Si	6.767	-4.097	19.118	-0.015	-0.015	0.014
Si	9.524	-1.42	18.866	-0.023	0.012	-0.04
Si	-4.011	1.371	19.036	0.003	0.031	-0.005
Si	-1.393	4.056	19.072	-0.002	0.013	-0.005
Si	-4.118	6.91	18.911	0.015	0.024	-0.027
Si	-1.297	-6.852	19.028	-0.014	0.004	-0.028
Si	-4.096	-4.118	19.015	-0.01	0.003	-0.021
Si	-1.393	-1.38	19.07	-0.014	-0.016	0
Si	-0.022	0.084	20.287	-0.018	0.013	0.051
Si	2.665	2.695	20.301	-0.011	0.006	0.033
Si	-0.015	5.372	20.487	-0.011	-0.006	0.029
Si	2.769	8.274	20.371	-0.03	0.018	0.011
Si	0.035	-5.506	20.432	0.043	0.007	0.018
Si	2.696	-2.708	20.535	0.005	0.015	0.037
Si	5.494	0	20.402	0.013	-0.009	0.025
Si	8.203	2.754	20.297	0.025	-0.003	0.029
Si	5.53	5.391	20.452	0.012	-0.016	0.029
Si	8.052	8.148	20.414	-0.011	0	0.045
Si	5.402	-5.395	20.575	-0.024	-0.003	0.07
Si	8.239	-2.738	20.325	0.03	-0.01	0.076
Si	-5.399	-0.111	20.178	0.039	-0.029	0.017
Si	-2.765	2.739	20.533	0.015	0.014	0.044
Si	-5.506	5.559	20.18	-0.023	0	0.025
Si	-2.724	-8.172	20.34	0.006	-0.014	0.045
Si	-5.44	-5.459	20.448	0.03	0.01	0.033
Si	-2.757	-2.777	20.423	0.004	-0.027	0.056
Si	1.56	-0.951	21.634	-0.077	-0.256	-0.792
Si	3.858	1.187	21.601	0.23	0.053	-0.764
Si	1.114	3.697	21.749	-0.004	0.238	-0.746
Si	4.396	7.113	21.556	0.07	-0.003	-0.797
Si	1.631	-6.569	21.841	-0.098	-0.142	-0.716
Si	3.808	-4.262	21.96	0.125	0.162	-0.661
Si	7.249	-1.061	21.58	-0.282	-0.126	-0.785
Si	-6.859	1.15	21.412	0.055	0.202	-0.754
Si	7.095	4.163	21.819	-0.204	-0.055	-0.705
Si	-7.132	6.498	21.609	-0.012	0.041	-0.78
Si	6.562	-7.012	21.864	0.182	0.166	-0.72
Si	9.734	-3.866	21.756	-0.13	-0.218	-0.736
Si	-4.408	-1.632	21.651	0.236	0.008	-0.773
Si	-1.135	1.515	21.785	-0.235	-0.02	-0.773
Si	-3.997	4.511	21.566	0.074	-0.244	-0.656
Si	-1.66	6.555	21.69	0.196	0.048	-0.744
Si	-3.834	-6.632	21.713	-0.204	-0.086	-0.765
Si	-1.614	-4.421	21.671	0.026	0.118	-0.743
Si	4.226	-2.65	24.645	0.135	-0.174	-0.242
Si	6.389	5.99	-4.839	-0.058	0.037	-0.17
Si	0.907	-5.208	-7.104	0.003	-0.106	0.057
Si	4.538	6.245	25.744	-0.019	0.004	-0.074
Si	-4.32	-1.981	-2.683	0.049	0.105	0.023
Si	4.996	-4.727	-4.193	-0.159	0.067	-0.01
Si	4.96	-1.641	-7.005	0.111	0.019	0.053
Si	-1.041	-3.138	24.419	-0.056	-0.016	-0.04
Si	-5.695	-8.003	23.798	-0.025	0.125	-0.192
Si	4.628	-1.72	-4.004	0.012	-0.099	-0.007
Si	-7.337	0.898	-2.814	0.059	-0.134	0.075
Si	7.358	5.86	26.401	0.061	0.092	0.004
Si	4.228	7.791	-5.792	-0.08	-0.107	0.062
Si	6.269	-0.047	-2.117	-0.011	-0.058	0.191
Si	2.29	-5.386	-2.876	0.132	-0.031	0.163
Si	-7.872	-7.767	-2.018	-0.062	-0.179	0.055
Si	3.997	-4.464	-7.23	0.057	-0.032	0.105
Si	-0.681	6.946	-4.6	-0.053	-0.151	-0.02
Si	-0.358	5.323	-6.974	0.042	-0.092	0.058
Si	1.63	2.231	-4.592	-0.095	0.083	-0.064
Si	-1.737	-3.259	-2.56	0.04	0.087	0.03
Si	-7.845	-5.696	24.029	-0.102	0.022	-0.131
Si	-5.303	2.819	23.567	-0.057	0.049	-0.077
Si	5.332	5.123	-2.046	-0.073	0.116	0.173
Si	-0.608	-3.014	-5.352	-0.035	0.174	-0.029
Si	0.24	7.746	23.874	0.059	0.071	-0.231
Si	-2.91	7.062	-2.8	0.15	0.115	0.131
Si	2.214	3.747	-7.292	0.004	0.021	-0.008
Si	-4.629	0.33	-6.448	-0.003	0.095	-0.038
Si	2.538	5.597	23.672	-0.095	-0.052	-0.13
Si	-2.618	-0.412	23.872	0.01	0.064	-0.105
Si	1.301	-1.553	24.524	0.026	-0.025	0.022
Si	-7.234	6.99	-5.879	-0.003	0.048	0.041
Si	-3.193	1.911	25.354	-0.168	0.07	0.051
Si	-6.389	-1.483	-4.722	-0.058	0.027	0.075
Si	0.068	-0.217	-5.003	-0.025	-0.175	0.08
Si	-5.756	2.517	-4.822	-0.002	-0.08	-0.153
Si	6.685	-0.809	24.432	-0.021	-0.034	-0.059
Si	-1.794	-0.871	-7.051	-0.014	-0.148	0.164
Si	7.611	-6.403	-4.525	0.03	-0.035	-0.026
Si	2.872	3.196	-2.054	-0.001	-0.009	0.155
Si	-5.987	-6.472	-5.002	-0.048	-0.099	0.016
Si	-3.672	4.036	-3.216	-0.098	-0.178	0.139
Si	-5.537	3.429	26.349	0.089	0.024	0.014
Si	2.66	-2.668	-2.01	0.152	-0.081	0.155
Si	1.46	-7.29	-5.035	-0.02	-0.015	-0.185
Si	-0.925	3.974	-4.444	-0.063	0.162	-0.052
Si	-4.877	-7.02	-2.483	0.012	0.091	0.024
Si	-7.061	1.466	-7.299	0.032	-0.011	0.026
Si	-6.023	6.541	26.129	-0.08	-0.166	-0.1
Si	-1.924	-0.307	-2.676	-0.069	-0.057	0.082
Si	5.688	2.176	23.894	0.085	0.044	-0.146
Si	4.801	5.345	-7.283	0.009	-0.06	0.006
Si	8.124	-1.456	-6.992	0.143	0.047	-0.096
Si	1.377	-1.334	5.389	-0.025	-0.011	-0.021
Si	4.048	1.383	5.418	-0.02	-0.018	-0.015
Si	1.323	4.118	5.358	-0.005	0.02	-0.023
Si	4.066	6.785	5.407	0.012	0.013	-0.001
Si	1.345	9.493	5.425	0	0.004	-0.007
Si	4.04	12.243	5.523	0.003	0.013	-0.002
Si	6.777	-1.346	5.582	0.006	0.013	0.011
Si	9.531	1.422	5.522	-0.009	-0.005	0.01
Si	6.789	4.069	5.397	-0.002	0.002	-0.02
Si	9.539	6.753	5.459	0.004	-0.006	-0.01
Si	6.807	9.493	5.5	0.014	0.024	0.003
Si	9.538	12.215	5.524	0.008	0.01	0.022
Si	-4.063	-1.315	5.518	-0.007	-0.001	0.01
Si	-1.345	1.388	5.399	-0.014	-0.006	0.002
Si	-4.064	4.118	5.401	-0.003	-0.013	-0.005
Si	-1.365	6.779	5.352	0.009	0	0.002
Si	-4.04	-6.857	5.44	0.003	-0.011	-0.011
Si	-1.306	-4.11	5.485	0.008	-0.007	0.006
Si	2.713	0.012	6.787	0.01	0.002	0
Si	5.428	2.727	6.778	0.004	0.007	-0.006
Si	2.699	5.434	6.758	-0.007	0.004	0.002
Si	5.418	8.131	6.808	-0.007	0.005	-0.006
Si	2.679	10.856	6.825	-0.005	0.022	-0.002
Si	5.412	-2.729	6.882	0.011	-0.003	0.002
Si	8.171	0.035	6.866	-0.002	-0.006	-0.004
Si	10.909	2.784	6.822	-0.033	0.011	0.002
Si	8.15	5.409	6.794	0.018	-0.006	-0.001
Si	10.902	8.126	6.806	0.002	-0.007	0.002
Si	8.16	10.862	6.858	-0.001	-0.008	-0.005
Si	10.898	-2.712	6.846	-0.002	0.001	-0.004
Si	-2.68	0.044	6.822	-0.002	-0.018	0
Si	0.001	2.752	6.759	-0.001	-0.004	0.013
Si	-2.701	5.45	6.771	0	-0.014	0.003
Si	-0.023	8.133	6.76	0.001	0.004	0.004
Si	-2.703	-5.469	6.806	0.003	0.019	-0.004
Si	0.046	-2.705	6.794	-0.007	-0.024	-0.007
Si	1.352	1.381	8.135	-0.001	-0.007	-0.007
Si	4.065	4.086	8.134	0.001	-0.006	-0.008
Si	1.35	6.794	8.13	0.001	0.001	0.002
Si	4.066	9.505	8.165	0.007	-0.001	-0.002
Si	1.359	-4.075	8.181	0.006	0.006	0.011
Si	4.057	-1.336	8.188	-0.003	-0.02	0.006
Si	6.783	1.39	8.181	0.013	-0.004	0
Si	9.518	4.093	8.183	0.009	-0.013	0.01
Si	6.796	6.781	8.155	-0.008	0	-0.006
Si	9.544	9.495	8.173	0.009	0.027	-0.004
Si	6.793	-4.094	8.204	-0.001	-0.001	0.001
Si	9.527	-1.353	8.195	-0.018	-0.013	-0.002
Si	-4.062	1.393	8.167	0.009	0.008	-0.003
Si	-1.354	4.089	8.142	-0.007	0.01	0.008
Si	-4.061	6.784	8.164	-0.005	0.004	0.008
Si	-1.35	-6.825	8.158	-0.008	-0.011	0.009
Si	-4.054	-4.091	8.17	-0.002	0.012	-0.003
Si	-1.333	-1.354	8.156	-0.006	0.016	-0.012
Si	0.012	0.013	9.514	-0.003	-0.011	0
Si	2.718	2.727	9.504	0.016	-0.005	0.005
Si	0.003	5.442	9.508	0.001	-0.005	0
Si	2.703	8.147	9.512	-0.013	0	-0.002
Si	-0.005	-5.446	9.519	-0.009	0.016	0
Si	2.717	-2.715	9.539	0	0.001	0.006
Si	5.433	0.016	9.535	-0.002	0.005	-0.002
Si	8.157	2.731	9.538	-0.003	0.002	-0.001
Si	5.429	5.432	9.513	-0.003	0.001	-0.001
Si	8.16	8.145	9.517	0.006	-0.003	-0.003
Si	5.424	-5.458	9.535	0.008	0.007	0.002
Si	8.159	-2.718	9.54	0.007	0.004	0.002
Si	-5.422	0.018	9.525	0.009	-0.001	-0.012
Si	-2.706	2.74	9.526	-0.002	-0.003	0.003
Si	-5.434	5.446	9.531	-0.014	0.004	0.007
Si	-2.712	8.152	9.524	-0.005	0.001	0.003
Si	-5.426	-5.447	9.526	-0.006	0.001	-0.004
Si	-2.698	-2.718	9.517	0.003	-0.01	0
Si	1.358	-1.351	10.887	0.004	0.002	0
Si	4.073	1.377	10.884	-0.007	-0.006	-0.003
Si	1.362	4.084	10.87	-0.007	0.004	-0.002
Si	4.07	6.795	10.872	0.009	0.004	-0.002
Si	1.36	9.519	10.877	0.007	0.005	0.001
Si	4.077	-4.081	10.889	0.002	0.009	0.005
Si	6.793	-1.354	10.887	0.003	-0.007	0.005
Si	9.522	1.363	10.884	-0.017	-0.006	-0.001
Si	6.789	4.087	10.889	0.009	-0.002	0.003
Si	9.52	6.8	10.886	0.02	-0.003	0.002
Si	6.799	9.508	10.877	-0.007	-0.001	-0.003
Si	9.528	-4.084	10.88	-0.002	0.002	-0.005
Si	-4.063	-1.354	10.873	-0.013	0.004	-0.006
Si	-1.351	1.367	10.876	-0.005	-0.004	-0.003
Si	-4.074	4.087	10.887	-0.005	-0.007	0.002
Si	-1.35	6.798	10.88	-0.001	0.001	0
Si	-4.068	9.516	10.885	0.004	0.003	0.005
Si	-1.356	-4.085	10.885	-0.003	0	0.006
Si	2.718	0.013	12.24	0.016	0.001	-0.002
Si	5.434	2.727	12.252	-0.001	-0.001	0.003
Si	2.715	5.442	12.241	-0.001	-0.01	-0.004
Si	5.429	8.158	12.232	0.001	-0.002	0.001
Si	2.718	10.877	12.243	-0.006	-0.001	0
Si	5.435	-2.718	12.245	-0.002	-0.007	0.005
Si	8.162	-0.001	12.242	0.007	-0.005	0.001
Si	10.879	2.726	12.238	0.005	-0.004	-0.003
Si	8.152	5.448	12.244	-0.004	0.007	0.002
Si	10.886	8.158	12.237	-0.024	0.008	-0.006
Si	8.156	10.879	12.231	0.01	0.007	0
Si	10.89	-2.716	12.228	0.004	0.002	-0.007
Si	-2.706	0.002	12.237	0.007	-0.001	-0.003
Si	0.009	2.723	12.235	0.005	-0.01	-0.003
Si	-2.708	5.443	12.243	-0.009	0.011	0.001
Si	0	8.167	12.24	-0.005	-0.008	-0.008
Si	-2.715	-5.441	12.249	-0.008	0.003	0.009
Si	0.007	-2.725	12.241	-0.006	0.006	0
Si	1.364	1.37	13.605	-0.005	-0.008	-0.003
Si	4.067	4.084	13.611	0.003	0.011	0.005
Si	1.363	6.816	13.596	-0.007	0.018	-0.009
Si	4.084	9.524	13.602	0.008	-0.009	-0.003
Si	1.358	-4.09	13.606	0.019	0.001	0.004
Si	4.071	-1.353	13.594	-0.022	0.016	-0.008
Si	6.801	1.358	13.599	0.005	-0.01	0.002
Si	9.518	4.089	13.596	-0.005	-0.005	0.001
Si	6.78	6.805	13.597	0.003	0.009	-0.003
Si	9.519	9.519	13.58	0.013	-0.01	-0.006
Si	6.793	-4.085	13.597	0.006	0.004	0.002
Si	9.519	-1.375	13.594	0	0.005	0.002
Si	-4.079	1.359	13.585	-0.015	0.002	-0.006
Si	-1.346	4.08	13.595	0.004	-0.008	-0.008
Si	-4.069	6.804	13.597	0.016	-0.019	-0.005
Si	-1.355	9.52	13.613	0.001	0.009	0.006
Si	-4.074	-4.066	13.594	-0.028	0.012	0.003
Si	-1.344	-1.361	13.597	-0.003	-0.015	0.002
Si	0.019	-0.007	14.957	0.014	0.009	-0.003
Si	2.711	2.726	14.98	-0.004	-0.008	0.002
Si	0.013	5.45	14.947	-0.003	-0.004	-0.004
Si	2.717	8.178	14.963	0	-0.012	-0.005
Si	0.007	-5.448	14.983	-0.009	0	0.002
Si	2.715	-2.717	14.951	0.009	0.002	0
Si	5.432	-0.001	14.953	0.006	-0.014	0
Si	8.159	2.726	14.95	0.009	-0.001	0.011
Si	5.413	5.459	14.964	0.005	0.001	0
Si	8.144	8.177	14.935	0.008	0.005	0.001
Si	5.441	10.879	14.971	-0.013	0	-0.005
Si	8.15	-2.731	14.959	0.005	-0.006	0.001
Si	-5.434	-0.012	14.937	-0.009	0.002	0
Si	-2.717	2.717	14.937	0.001	-0.01	0.004
Si	-5.432	5.448	14.948	-0.003	0.017	-0.003
Si	-2.715	8.157	14.97	-0.016	-0.003	0.003
Si	-5.447	-5.434	14.928	0.005	0.008	0.001
Si	-2.696	-2.721	14.957	0.007	0.004	0
O	6.939	-1.316	-1.373	-0.134	-0.327	-0.598
O	1.399	0.664	-4.891	0.58	-0.374	-0.102
O	5.19	0.571	-1.088	-0.005	-0.282	-0.235
O	-8.062	7.41	-7.22	-0.164	-0.489	-0.494
O	-4.418	-7.35	23.056	0.136	-0.176	0.557
O	3.497	6.372	22.663	-0.217	-0.063	-0.031
O	-4.801	-1.591	-1.174	-0.43	0.014	-0.103
O	3.293	-1.679	-3.105	-0.162	0.254	-0.183
O	-8.137	2.67	-0.277	-0.277	-0.18	-0.426
O	5.373	-1.561	25.004	-0.22	0.254	0.268
O	-3.203	-0.103	-7.012	-0.01	0.191	-0.126
O	-5.378	5.051	26.286	0.294	-0.008	0.384
O	1.508	-5.965	-4.137	-0.227	0.226	-0.381
O	6.456	0.765	24.122	0.061	0.225	0.181
O	-7.985	0.105	21.94	-0.031	-0.052	0.523
O	5.484	-5.363	-0.397	-0.102	-0.059	-0.361
O	1.218	5.029	-7.186	0.143	0.243	0.085
O	-7.496	-2.175	-5.695	-0.231	-0.604	0.159
O	5.451	8.159	22.278	0.08	-0.207	0.203
O	0.942	-6.724	-6.476	-0.292	-0.449	-0.474
O	-6.425	-7.045	-2.026	0.033	0.204	0.131
O	-1.984	7.173	-1.473	0.017	0.41	-0.151
O	0.092	-0.004	-0.192	0.168	0.46	-0.159
O	2.906	-8.016	-5.048	0.137	-0.078	0.283
O	5.607	-0.561	-3.484	-0.104	0.127	-0.429
O	5.863	5.052	-6.072	0.372	-0.435	0.031
O	1.813	-6.188	-1.556	-0.1	0.015	-0.248
O	-1.833	-1.738	24.297	0.144	-0.092	0.472
O	-6.432	7.255	22.848	0.227	0.027	0.027
O	-1.79	-2.279	-6.229	-0.652	-0.15	0.009
O	-3.999	3.6	-1.666	0.291	-0.5	-0.207
O	4.796	-7.312	-6.649	0.219	0.45	0.33
O	-1.933	0.836	-1.516	-0.436	0.483	-0.232
O	-6.003	6.061	-6.379	0.162	-0.606	0.224
O	2.674	2.318	-3.376	0.439	-0.598	-0.344
O	-3.63	5.683	-7.442	0.387	-0.324	0.475
O	-2.824	-2.74	0.009	0.206	0.338	-0.247
O	-5.565	-2.364	-3.642	-0.129	-0.729	-0.184
O	-0.672	0.099	-6.403	0.222	0.677	-0.32
O	3.864	6.559	-6.765	-0.56	-0.01	-0.302
O	1.835	-3.846	-2.73	-0.256	0.308	-0.357
O	-4.308	7.812	-2.597	-0.326	-0.351	-0.066
O	-2.284	3.395	-3.777	-0.027	-0.289	0.107
O	-5.582	5.454	-0.604	-0.034	0.059	-0.213
O	-6.706	-6.821	24.227	-0.003	-0.19	0.447
O	-3.867	-0.812	22.939	-0.388	0.215	-0.072
O	0.254	2.935	-4.131	-0.237	-0.371	0.079
O	4.188	7.812	25.601	0.08	0.233	-0.442
O	-1.224	-4.222	-1.355	0.103	-0.504	-0.18
O	4.292	-1.433	-5.55	-0.539	0.334	-0.023
O	-7.927	0.15	-6.866	-0.403	0.209	0.094
O	-7.572	7.062	-1.425	-0.404	-0.38	-0.265
O	6.601	3.322	23.157	0.235	0.048	0.603
O	1.654	-1.792	-1.153	-0.233	-0.113	-0.028
O	-1.659	2.359	25.569	0.344	0.465	-0.564
O	4.858	6.487	-1.299	0.018	0.155	-0.437
O	0.078	-4.182	-6.192	0.013	-0.031	-0.232
O	-6.056	1.715	22.701	0.142	0.07	0.534
O	3.237	2.267	-0.796	-0.265	0.02	0.168
O	0.427	-2.817	25.033	0.276	-0.4	0.577
O	3.887	-5.412	-3.218	0.062	-0.43	0.352
O	7.217	-6.381	23.236	-0.237	0.061	0.333
O	0.771	-1.272	23.02	-0.834	-0.065	-0.051
O	4.051	-3.524	25.972	-0.291	0.016	0.188
O	-6.077	-2.186	26.28	0.125	-0.155	-0.455
O	0.952	-7.308	23.138	-0.119	0.196	0.34
O	-0.995	0.221	-3.868	-0.167	0.554	-0.052
O	-0.864	-3.82	22.976	0.201	0.06	0.25
O	-5.297	-0.968	-5.788	0.269	-0.386	-0.118
O	4.507	-4.738	-5.726	0.268	-0.119	-0.197
O	4.46	-3.586	23.318	0.362	0.158	-0.058
O	4.412	1.926	22.937	-0.37	0.167	0.126
O	5.455	7.331	-4.837	-0.007	0.332	0.669
O	-0.003	2.609	22.284	0.133	-0.049	0.211
O	-0.109	5.554	-0.523	0.1	0.034	-0.398
O	-8.134	5.334	22.228	0.154	-0.183	0.731
O	6.104	5.983	25.387	0.083	-0.121	-0.566
O	1.297	6.542	24.035	-0.286	-0.374	0.364
O	-6.164	3.014	24.912	-0.743	-0.348	-0.209
O	2.413	-4.676	-7.254	-0.121	0.005	-0.148
O	-5.74	-4.976	-0.143	0.156	0.009	-0.464
O	-7.091	-0.35	-3.805	-0.292	-0.165	0.137
O	-6.792	2.565	-6.102	-0.401	0.312	-0.291
O	7.451	-7.005	-1.024	0.049	0.353	-0.393
O	-2.836	5.508	22.171	-0.166	0.043	0.261
O	0.504	7.976	-4.282	0.149	0.122	0.635
O	-6.705	2.169	-3.561	-0.159	0.386	0.181
O	-7.817	-3.008	-0.259	0.119	0.01	-0.577
O	-5.494	-2.729	22.213	-0.052	-0.133	0.606
O	-7.278	-5.628	-4.489	0.073	0.539	-0.055
O	-2.056	7.612	-4.064	0.009	0.61	-0.21
O	-7.274	-4.487	23.102	0.052	0.352	0.274
O	6.38	-5.519	-4.03	0.213	-0.028	0.052
O	5.287	-3.185	-3.801	0.631	-0.043	0.53
O	0.417	-1.805	-4.951	0.695	-0.121	0.149
O	5.142	2.659	25.337	0.232	0.647	0.329
O	2.693	-5.418	22.376	-0.115	0.06	0.211
O	-0.275	8.065	25.365	-0.677	-0.004	0.067
O	-1.038	7.276	23.009	-0.387	0.006	0.287
O	-4.886	3.771	-4.264	-0.218	0.297	-0.115
O	6.145	5.331	-3.405	0.188	-0.377	0.03
O	-1.668	0.631	23.053	0.009	-0.04	0.346
O	-0.613	6.72	-6.199	-0.311	0.594	-0.601
O	4.013	4.271	-2.365	0.04	0.454	-0.248
O	7.421	-6.76	-6.098	-0.22	-0.041	-0.149
O	7.748	-7.663	-3.478	0.017	-0.338	-0.327
O	7.956	-0.921	25.429	0.199	0.149	0.108
O	-6.503	-8.032	-5.195	-0.017	-0.25	0.31
O	6.555	-1.75	-6.853	-0.042	-0.079	-0.179
O	-4.796	-6.335	-3.931	0.43	0.288	-0.298
O	6.316	4.29	-1.105	0.074	-0.184	-0.373
O	2.234	2.956	-5.89	0.394	0.091	0.091
O	-4.609	1.449	-5.267	0.3	0.216	0.204
O	1.942	4.232	23.056	0.06	-0.188	0.56
O	-3.437	-0.681	-3.184	-0.21	0.308	-0.528
O	-3.776	2.409	23.929	0.25	0.149	-0.281
O	3.509	5.306	24.923	0.107	-0.521	0.167
O	-1.291	-1.729	-2.188	0.324	0.095	0.451
O	-5.087	4.191	22.756	-0.17	0.337	0.006
O	-1.87	-4.168	25.348	-0.037	-0.5	-0.291
O	-3.97	-6.297	-1.368	0.572	0.009	-0.323
O	-2.731	-5.513	22.186	0.053	0.036	0.316
O	3.801	-3.361	-1.079	0.258	0.256	-0.12
O	2.746	0.092	22.077	0.148	-0.289	0.041
O	-7.622	6.517	25.764	-0.199	0.485	-0.64
O	7.391	1.031	-2.545	-0.393	0.838	-0.141
O	1.108	-0.274	25.48	-0.441	0.144	-0.113
O	-6.626	0.801	-1.35	0.474	-0.309	-0.072
O	7.998	6.24	-4.954	0.111	-0.199	0.34
O	-5.222	7.45	25.074	0.598	-0.185	0.194
O	-1.16	-3.692	-3.998	0.107	-0.58	-0.053
O	-3.355	-3.277	-2.684	-0.281	-0.574	-0.069
O	1.513	3.944	-1.615	-0.445	0.172	-0.414
O	-0.534	5.474	-3.898	0.199	0.002	0.512
O	6.919	-1.64	23.061	-0.172	-0.633	0.336
O	3.245	1.068	26.332	0.077	-0.454	-0.564
O	3.861	-6.06	26.26	-0.09	0.061	-0.444
O	-5.395	-5.938	-6.389	0.244	0.53	-0.017
O	2.861	-1.859	24.408	0.224	0.263	0.035
O	-1.032	4.14	-6.067	-0.191	-0.398	-0.275
O	8.091	-5.114	25.494	-0.062	-0.017	-0.015
O	-3.185	0.293	25.228	-0.187	-0.356	0.637
O	2.901	8.1	-0.497	0.044	0.063	-0.008
O	-3.394	5.595	-3.152	-0.168	0.131	-0.093

Results
total energy: -101653.097 eV
total energy less fixed offsets of O -438.25, Si -107.07 eV per atom: 0.103 eV
